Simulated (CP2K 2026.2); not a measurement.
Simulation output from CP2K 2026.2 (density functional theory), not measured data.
Periodic cell of 534 atoms, Si358O176, from a study of silicon, its oxide and their interface. The atomic structure is a simulated model.
Doubt: the forces sum to 1.17 eV/angstrom along one axis rather than to zero, so they err by at least 0.0022 eV/angstrom per atom on average; the grid cutoff is modest.

Settings
functional: PBE
method: Gaussian and plane waves
basis set: DZVP-MOLOPT-SR-GTH
pseudopotentials: GTH-PBE
grid cutoff: 350 Ry, relative cutoff 50 Ry
k points: Gamma only
occupations: fixed
spin: none
net charge: 0

Cell vectors (angstrom)
a	16.4025	0	0
b	0	16.4025	0
c	0	0	35.3127

Atoms and the computed forces on them: element, x, y, z (angstrom), force x, y, z (eV/angstrom)
Si	16.081	0.102	35.164	0.119	-0.005	-0.03
Si	2.619	3.067	35.094	-0.046	-0.09	-0.131
Si	0.364	5.3	34.952	-0.166	0.24	0.01
Si	2.455	8.553	35.232	0.017	0.022	-0.261
Si	0.029	10.7	0.231	-0.142	0.138	-0.387
Si	2.963	13.408	35.246	-0.103	0	-0.062
Si	5.482	16.287	35.131	0.001	-0.02	0.1
Si	8.688	2.464	35.131	0.236	-0.186	0.054
Si	5.605	5.975	35.198	0.269	-0.177	0.281
Si	8.515	7.996	0.248	0.105	0.141	-0.206
Si	5.147	11.161	35.291	-0.108	0.004	0.142
Si	7.918	14.284	35.015	0.278	-0.089	0.156
Si	10.809	0.185	0.263	-0.08	0.004	-0.273
Si	13.832	2.298	35.026	-0.117	0.156	0.004
Si	10.722	5.821	0.096	0.13	0.08	-0.335
Si	13.234	8.596	0.361	0.051	0.048	-0.315
Si	11.127	10.904	0.282	0.084	0.07	-0.501
Si	12.865	14.231	35.256	0.096	-0.334	-0.187
Si	1.399	1.368	1.042	-0.225	0.13	-0.084
Si	4.116	4.371	1.101	0.106	0.184	-0.266
Si	1.364	6.835	1.175	0.005	0.051	-0.201
Si	4.059	9.597	1.354	0.044	0.094	-0.09
Si	1.289	12.379	1.312	0.142	-0.029	-0.219
Si	4.096	15.03	1.255	-0.019	-0.1	-0.141
Si	6.818	1.483	1.067	0.041	-0.1	-0.197
Si	9.639	4.08	1.301	-0.003	0.134	-0.149
Si	6.992	6.8	1.55	-0.146	0.207	-0.117
Si	9.557	9.673	1.487	0.073	-0.21	-0.275
Si	6.867	12.435	1.055	-0.142	0.139	-0.265
Si	9.382	15.169	1.411	-0.04	-0.158	-0.298
Si	12.36	1.447	1.413	0.028	0.2	-0.221
Si	14.99	4.147	0.893	0.004	-0.147	-0.088
Si	12.184	6.916	1.555	-0.05	0.069	-0.197
Si	14.883	9.663	1.585	0.038	-0.057	-0.165
Si	12.198	12.527	1.528	0.079	0.11	-0.148
Si	14.82	15.066	1.214	-0.136	0.121	-0.243
Si	16.374	2.79	2.442	0.075	-0.032	-0.184
Si	2.698	0.041	2.522	-0.004	0.014	0.049
Si	16.362	8.168	2.647	0.138	-0.004	0.27
Si	2.748	5.557	2.602	-0.138	0.045	0.093
Si	16.293	13.76	2.608	0.033	0.004	-0.12
Si	2.681	10.991	2.7	-0.125	-0.174	0.203
Si	5.461	2.887	2.459	0.078	-0.03	-0.097
Si	8.058	0.163	2.685	-0.093	0.105	0.077
Si	5.494	8.239	2.698	-0.077	0.113	-0.002
Si	8.276	5.363	2.797	0.091	-0.102	0.047
Si	5.498	13.7	2.605	0.107	0.039	0.057
Si	8.109	11.081	2.637	-0.068	0.021	-0.054
Si	11.01	2.839	2.727	0.092	-0.013	0.124
Si	13.636	0.022	2.728	-0.014	-0.085	0.2
Si	10.874	8.293	2.883	-0.072	0.019	0.246
Si	13.707	5.454	2.569	0.127	-0.08	-0.079
Si	10.757	13.788	2.8	-0.236	-0.011	0.161
Si	13.617	11.136	2.854	-0.043	0.117	0.122
Si	1.35	4.132	3.91	-0.066	-0.041	-0.084
Si	4.09	1.451	3.856	-0.042	-0.006	0.008
Si	1.322	9.567	4.053	0.081	0.094	-0.273
Si	4.089	6.888	4.033	0.03	-0.027	-0.02
Si	1.323	15.114	3.936	-0.026	0.084	0.076
Si	4.107	12.354	4.027	-0.061	-0.03	-0.173
Si	6.786	4.072	4.044	0.06	0.072	0.02
Si	9.556	1.452	4.029	-0.088	0.018	-0.109
Si	6.802	9.664	4.034	-0.032	-0.035	0.019
Si	9.548	6.832	4.159	0.026	0.124	-0.031
Si	6.77	15.112	4.043	-0.007	-0.033	-0.117
Si	9.456	12.349	4.107	0.057	0.148	0.032
Si	12.376	4.176	4.066	-0.088	-0.04	-0.032
Si	15.071	1.435	3.975	-0.024	0.013	-0.137
Si	12.283	9.674	4.167	-0.079	-0.028	-0.046
Si	15.024	6.802	4.023	0.098	0.034	-0.084
Si	12.224	15.114	4.105	0.052	-0.013	-0.078
Si	15.06	12.432	4.127	-0.091	-0.095	0.024
Si	0.005	0.01	10.879	-0.012	-0.005	-0.001
Si	2.743	2.733	10.88	0.012	0.008	-0.003
Si	0.006	5.461	10.879	-0.006	0.011	0.001
Si	2.734	8.209	10.857	-0.003	-0.005	-0.005
Si	0.004	10.948	10.842	0.004	-0.019	-0.003
Si	2.743	13.694	10.862	0.013	-0.043	0.002
Si	5.468	0.022	10.868	-0.005	-0.012	-0.003
Si	8.196	2.733	10.866	0.04	-0.011	0.002
Si	5.476	5.46	10.871	0.031	-0.011	-0.003
Si	8.201	8.2	10.883	0.008	0.018	0.005
Si	5.464	10.959	10.877	0.005	-0.006	0.002
Si	8.185	13.692	10.879	-0.003	-0.017	0.006
Si	10.92	0.013	10.884	0.02	-0.012	0.008
Si	13.67	2.734	10.883	0.01	0.019	-0.001
Si	10.932	5.456	10.873	0.015	0.015	0.014
Si	13.665	8.191	10.855	0.02	0.004	-0.009
Si	10.934	10.947	10.875	0.026	-0.029	0.011
Si	13.666	13.68	10.864	0.021	-0.011	0.001
Si	1.387	1.358	12.25	-0.025	-0.011	0
Si	4.132	4.076	12.244	-0.039	0.011	0.003
Si	1.383	6.831	12.227	0.02	0.042	0.012
Si	4.105	9.571	12.226	-0.009	0.002	-0.009
Si	1.385	12.304	12.207	-0.022	0.015	0.004
Si	4.123	15.046	12.232	0.029	0.029	-0.017
Si	6.853	1.356	12.245	-0.026	0.026	-0.005
Si	9.575	4.074	12.24	-0.029	0.009	-0.002
Si	6.854	6.806	12.249	-0.021	0.014	-0.007
Si	9.584	9.562	12.242	0.008	0.013	-0.007
Si	6.84	12.316	12.252	0.009	-0.026	0.006
Si	9.556	15.045	12.256	0.002	-0.005	0.012
Si	12.297	1.364	12.252	0.006	-0.001	-0.006
Si	15.047	4.084	12.251	-0.008	0.012	-0.004
Si	12.314	6.809	12.23	-0.012	0.006	-0.001
Si	15.039	9.566	12.192	-0.037	-0.013	-0.025
Si	12.307	12.308	12.241	-0.018	0.001	0.016
Si	15.038	15.034	12.235	-0.02	-0.018	-0.003
Si	0.011	2.71	13.618	0	0.014	0.005
Si	2.773	16.397	13.609	-0.004	0.004	0
Si	16.397	8.207	13.56	-0.005	0.01	0.003
Si	2.757	5.45	13.581	0.007	-0.026	-0.016
Si	0.026	13.662	13.572	-0.011	-0.01	-0.005
Si	2.745	10.946	13.59	0.03	-0.05	0.031
Si	5.502	2.707	13.623	0.064	-0.037	-0.022
Si	8.194	16.397	13.649	0.03	-0.007	-0.007
Si	5.47	8.185	13.578	0.005	0.027	-0.01
Si	8.219	5.421	13.625	0.036	-0.012	-0.001
Si	5.488	13.699	13.62	-0.085	-0.005	0.008
Si	8.223	10.941	13.6	-0.004	-0.004	0
Si	10.916	2.701	13.633	0.043	0.017	0.003
Si	13.662	16.386	13.608	0.022	0.02	-0.012
Si	10.951	8.168	13.595	-0.007	0.022	0.014
Si	13.66	5.429	13.613	0.002	0.021	0.019
Si	10.929	13.671	13.612	0.021	-0.023	-0.012
Si	13.686	10.913	13.575	0.06	-0.073	-0.009
Si	1.411	4.076	14.953	0.031	-0.004	-0.01
Si	4.164	1.323	14.993	-0.047	0.018	0.003
Si	1.356	9.571	14.93	-0.025	-0.024	0.023
Si	4.122	6.805	14.948	0.025	0.043	0.05
Si	1.41	15.008	14.942	-0.009	-0.003	0.016
Si	4.115	12.324	14.958	0.049	0.022	-0.011
Si	6.867	4.048	15.014	-0.045	-0.024	0.048
Si	9.551	1.348	15.035	-0.065	-0.001	0.066
Si	6.865	9.534	14.92	-0.039	-0.038	-0.035
Si	9.624	6.764	14.971	0.059	0.006	0.007
Si	6.848	15.029	15.046	0.037	0.029	0.095
Si	9.578	12.302	14.997	-0.001	-0.028	0.057
Si	12.307	4.033	14.997	-0.04	0.019	0.042
Si	15.052	1.317	14.979	-0.053	-0.052	-0.003
Si	12.332	9.533	14.945	-0.004	0.033	0.001
Si	15.05	6.82	14.922	0.013	0.013	0.043
Si	12.28	15.04	14.985	-0.002	-0.025	0.054
Si	15.082	12.267	14.915	-0.031	0.046	0.014
Si	0.07	16.36	16.309	-0.008	0.022	0.068
Si	2.825	2.732	16.309	-0.047	-0.09	0.084
Si	0.011	5.439	16.269	0.011	0.112	0.043
Si	2.686	8.151	16.257	0.015	0.049	0.085
Si	0.057	10.967	16.344	0.024	0.011	0.057
Si	2.739	13.662	16.365	0.059	-0.022	0.045
Si	5.467	16.365	16.455	0.062	0.037	0.071
Si	8.189	2.681	16.462	0.094	0.02	0.208
Si	5.504	5.452	16.333	0.011	-0.046	-0.04
Si	8.224	8.134	16.261	-0.021	0.098	-0.029
Si	5.531	10.945	16.243	-0.099	0.024	0.082
Si	8.232	13.662	16.429	-0.061	0.003	0.026
Si	10.879	16.355	16.412	0.076	-0.01	-0.043
Si	13.642	2.616	16.359	0.028	-0.01	-0.033
Si	10.977	5.402	16.401	-0.012	-0.045	0.222
Si	13.704	8.168	16.315	-0.033	-0.108	0.026
Si	10.973	10.902	16.306	0.062	0.01	0.036
Si	13.703	13.63	16.236	0.045	-0.058	0.065
Si	1.501	1.313	17.647	0.255	-0.005	-0.163
Si	4.126	4.136	17.721	-0.066	0.027	0.122
Si	1.314	6.813	17.693	-0.062	-0.005	0.008
Si	4.063	9.609	17.485	-0.045	0.101	-0.221
Si	1.419	12.321	17.8	-0.004	-0.109	-0.048
Si	4.113	14.934	17.811	-0.038	0.044	0.014
Si	6.784	1.335	17.906	0.047	0.003	0.026
Si	9.587	4.054	17.854	-0.05	-0.035	0.027
Si	6.896	6.803	17.672	0.184	-0.231	0.058
Si	9.626	9.444	17.593	0.053	-0.016	-0.083
Si	6.894	12.2	17.737	-0.041	-0.164	-0.051
Si	9.542	15.04	17.885	-0.086	0.022	0.082
Si	12.285	1.236	17.785	-0.062	0.178	0.034
Si	15.098	3.993	17.584	-0.116	-0.055	-0.183
Si	12.454	6.73	17.747	0.11	-0.029	-0.135
Si	15.034	9.609	17.63	0.063	-0.042	-0.069
Si	12.351	12.312	17.644	0.005	0.063	-0.132
Si	15.124	14.907	17.609	0.027	-0.153	-0.129
Si	0.116	2.705	18.891	0.052	0.028	0.296
Si	2.822	0.002	19.155	0.003	0.114	0.127
Si	16.348	8.287	19.018	0.152	-0.149	0.198
Si	2.663	5.417	19.097	0.039	-0.072	0.236
Si	0.025	13.657	19.181	-0.068	0.005	0.333
Si	2.828	10.872	19.049	0.038	-0.078	0.492
Si	5.445	2.873	19.234	-0.043	-0.013	0.339
Si	8.078	16.301	19.372	-0.107	0.044	0.221
Si	5.408	8.23	18.718	-0.036	0.115	0.011
Si	8.181	5.503	19.254	0.026	0.035	0.23
Si	5.391	13.397	19.129	0.086	0.088	0.336
Si	8.359	10.79	19.017	-0.08	0.015	0.217
Si	10.985	2.614	19.259	-0.154	0.083	0.057
Si	13.745	16.188	18.943	-0.056	-0.069	0.222
Si	10.967	8.082	18.967	0.089	-0.049	0.248
Si	13.888	5.262	19.083	-0.096	0.054	0.238
Si	11.042	13.643	19.107	0.16	0.034	0.1
Si	13.706	10.949	19.001	-0.033	0.053	0.235
Si	1.5	3.792	20.507	0.046	-0.275	-0.409
Si	3.866	1.686	20.518	-0.054	-0.018	-0.229
Si	1.631	9.316	20.326	-0.017	0.068	-0.157
Si	3.892	7.15	20.105	-0.131	-0.097	0.255
Si	1.104	15.423	20.424	0.054	0.04	0.381
Si	4.481	11.689	20.626	-0.423	-0.109	-0.169
Si	6.925	4.09	20.798	-0.04	0.217	-0.283
Si	9.167	1.716	20.584	0.237	-0.104	0.1
Si	6.72	9.524	20.128	0.147	-0.137	0.136
Si	10.007	6.464	20.456	-0.072	0.217	-0.109
Si	6.573	14.691	20.626	0.069	0.122	-0.347
Si	9.979	11.957	20.325	-0.054	-0.197	0.279
Si	12.315	4.14	20.548	-0.111	0.039	-0.152
Si	15.312	1.098	20.02	-0.142	0.006	0.191
Si	12.1	9.716	20.175	-0.05	-0.158	0.038
Si	15.441	6.582	20.347	-0.427	0.418	-0.306
Si	12.735	14.661	20.481	-0.056	0.207	0.324
Si	14.866	12.363	20.514	0.122	-0.119	0.046
Si	15.921	2.784	24.835	0.113	-0.158	0.43
Si	14.752	13.97	24.39	-0.094	-0.057	0.302
Si	0.933	5.737	22.5	-0.001	-0.021	0.398
Si	1.018	14.031	23.007	-0.089	0.028	0.544
Si	5.354	0.156	22.58	-0.067	0.001	0.105
Si	4.267	15.91	25.466	-0.124	0.047	0.372
Si	9.412	6.941	28.468	0.009	0.001	-0.158
Si	8.618	5.762	25.685	0.142	-0.138	0.281
Si	8.964	10.088	26.021	-0.056	-0.201	-0.029
Si	12.702	11.61	24.507	-0.166	-0.032	0.316
Si	8.526	0.282	22.988	0.076	0.079	0.471
Si	3.278	5.657	24.628	-0.006	-0.087	0.403
Si	13.858	2.424	22.509	0.108	0.021	0.086
Si	12.689	8.953	23.01	-0.062	0.212	0.317
Si	8.643	13.754	22.528	0.013	-0.152	0.214
Si	9.937	12.613	24.928	0.201	-0.177	0.286
Si	14.334	1.855	27.314	0.006	0.05	0.069
Si	1.429	8.101	27.049	-0.009	0.088	-0.031
Si	6.056	10.372	25.825	0.028	-0.118	0.185
Si	0.708	5.317	26.234	0.073	0.037	0.088
Si	3.078	13.208	26.736	-0.122	0.1	0.177
Si	5.766	12.798	27.954	-0.037	0.069	0.07
Si	1.563	1.085	26.142	-0.061	0.013	0.116
Si	10.285	0.555	25.15	0.158	0.18	0.302
Si	6.199	5.281	23.786	-0.074	-0.082	0.371
Si	4.356	7.766	26.504	0.044	-0.122	0.165
Si	5.778	7.79	22.259	0.07	0.057	0.001
Si	11.694	9.877	26.952	0.103	-0.047	0.115
Si	12.627	16.064	23.363	0.072	-0.145	0.251
Si	12.408	5.496	24.792	-0.135	-0.023	0.288
Si	12.398	7.013	27.452	-0.048	0.014	0.174
Si	0.494	11.202	22.579	0.021	-0.03	0.138
Si	8.043	12.248	30.031	0.093	-0.174	-0.184
Si	9.892	12.006	27.777	0.158	0.157	0.024
Si	0.448	1.438	28.907	0.035	0.032	-0.076
Si	7.325	1.109	29.798	0.227	-0.001	0.004
Si	0.137	11.385	32.656	0.034	-0.256	-0.467
Si	3.675	1.292	32.831	0.068	-0.031	-0.355
Si	1.811	10.605	25.2	0.007	0.024	0.368
Si	4.317	10.384	23.38	0.001	0.253	0.154
Si	10.244	0.652	30.709	-0.059	0.062	-0.205
Si	11.645	12.491	33.136	0.114	-0.25	-0.078
Si	3.433	5.365	30.91	-0.106	-0.035	-0.2
Si	5.06	6.327	28.92	0.11	0.035	-0.264
Si	9.188	9.342	30.314	-0.004	-0.102	-0.091
Si	10.33	7.011	23.435	0.077	-0.112	0.318
Si	10.787	3.375	26.011	-0.142	0.058	0.117
Si	0.748	14.593	25.946	-0.214	0.083	0.325
Si	14.625	6.718	23.25	-0.145	0.053	0.432
Si	14.71	4.857	28.209	0.002	0.072	-0.174
Si	7.484	4.498	33.016	0.061	0.081	-0.251
Si	14.789	9.709	30.881	-0.126	0.097	-0.267
Si	6.054	15.974	27.777	0.023	0.057	0.037
Si	2.058	16.078	31.063	0.05	0.012	-0.519
Si	0.428	5.491	31.946	0.037	0.067	-0.395
Si	4.829	8.017	31.263	-0.169	-0.059	-0.546
Si	0.93	14.377	33.093	0.069	-0.186	-0.081
Si	0.369	7.902	30.027	-0.132	0.215	-0.145
Si	5.897	3.834	30.396	-0.17	0.084	-0.423
Si	11.864	5.458	32.453	-0.072	0.228	-0.268
Si	6.158	8.679	33.777	0.199	-0.049	-0.174
Si	9.188	6.577	31.342	0.025	0.113	-0.389
Si	4.836	0.14	30.427	0.06	-0.241	-0.253
Si	9.347	14.187	32.072	-0.092	0.064	-0.279
Si	12.563	2.514	32.051	0.062	-0.065	-0.471
Si	15.224	3.378	30.734	-0.012	-0.149	-0.207
Si	13.503	7.833	32.783	-0.018	0.332	-0.333
Si	2.36	9.31	32.149	-0.142	0.156	-0.265
Si	11.323	1.128	27.777	-0.019	0.065	0.057
Si	12.055	10	31.388	-0.017	-0.097	-0.253
O	0.069	15.505	33.893	0.176	0.132	0.169
O	15.038	1.249	34.546	0.01	0.151	0.101
O	3.402	2.653	33.67	0.114	0.072	0.13
O	4.447	1.437	31.373	-0.102	0.31	0.109
O	3.815	9.307	31.38	0.187	0.027	0.07
O	1.382	4.04	34.581	-0.094	-0.046	0.458
O	0.257	6.098	33.464	-0.038	-0.281	0.441
O	2.58	8.501	33.554	-0.021	-0.232	0.656
O	15.841	10.765	33.99	-0.215	0.025	0.58
O	12.163	8.687	32.36	-0.094	-0.049	0.243
O	0.144	12.973	32.929	0.139	0.353	0.142
O	2.337	14.122	33.888	-0.015	-0.126	0.191
O	4.591	0.327	33.794	0.277	0.175	0.34
O	10.872	2.705	27.516	-0.116	0.104	0.208
O	9.798	1.246	34.673	0.062	0.175	0.676
O	8.385	3.346	33.75	-0.189	-0.253	-0.198
O	5.26	7.51	34.561	-0.216	-0.308	-0.048
O	6.37	5.04	34.069	-0.151	0.054	0.248
O	9.653	6.99	34.873	-0.056	0.04	0.363
O	7.709	8.632	34.269	-0.44	0.036	-0.296
O	5.597	10.199	34.013	0.084	-0.212	-0.209
O	4.029	12.25	34.671	-0.043	-0.119	0.56
O	8.795	14.283	33.605	0.014	-0.205	0.512
O	6.644	15.249	34.557	0.126	-0.131	0.179
O	10.996	0.543	29.253	0.168	-0.189	-0.039
O	11.362	1.452	31.627	0.142	0.079	-0.021
O	12.912	2.423	33.64	-0.103	-0.151	0.429
O	13.982	2.384	31.182	0.151	-0.012	-0.118
O	11.48	5.286	34.032	-0.187	-0.066	0.291
O	10.756	6.306	31.628	0.209	0.18	-0.089
O	1.415	8.541	31.08	0.156	-0.053	0.095
O	13.832	7.798	34.367	0.172	-0.379	-0.143
O	10.648	11.759	34.233	-0.004	0.085	0.386
O	12.237	9.78	35.054	-0.171	-0.079	0.376
O	12.88	13.31	33.854	0.17	0.309	0.095
O	11.837	15.491	34.769	0.113	-0.24	0.479
O	0.872	4.159	22.026	-0.092	0.156	-0.1
O	13.1	1.212	23.27	-0.185	0.099	0.121
O	4.495	1.424	22.037	0.166	0.094	0.037
O	2.548	2.592	20.902	0.22	-0.02	0.115
O	0.592	6.388	21.008	-0.104	0.458	0.129
O	2.783	8.209	20.768	0.209	-0.215	-0.485
O	4.903	6.72	21.361	-0.229	0.07	-0.039
O	6.625	4.436	22.431	0.115	-0.072	-0.632
O	1.677	15.072	21.962	0.229	-0.126	-0.397
O	16.351	0.138	20.889	-0.073	0.019	-0.475
O	5.872	10.813	20.703	0.086	0.033	-0.105
O	4.013	11.539	22.241	0.035	0.009	-0.245
O	8.151	3	20.78	0.114	-0.433	-0.21
O	9.443	1.387	22.21	0.069	-0.112	-0.276
O	8.777	0.277	24.607	-0.023	-0.261	-0.156
O	7.01	8.486	21.414	0.069	-0.118	-0.002
O	6.332	6.886	23.479	-0.068	0.402	0.052
O	11.168	5.318	20.751	0.122	-0.032	-0.075
O	9.608	7.004	21.978	-0.207	0.026	-0.198
O	4.826	0.078	28.774	-0.156	0.096	0.123
O	5.308	15.501	21.334	-0.015	-0.202	-0.016
O	8.831	13.502	24.137	-0.236	0.128	-0.299
O	9.532	12.643	21.762	0.066	0.092	-0.007
O	12.832	3.641	22.073	-0.233	0.308	-0.168
O	12.201	4.075	25.564	0.21	0.183	-0.053
O	2.359	5.906	23.284	-0.023	0.017	-0.197
O	14.392	1.95	21.066	-0.036	0.1	-0.021
O	12.775	8.831	21.395	0.17	-0.238	-0.195
O	11.025	10.784	20.874	-0.017	-0.126	-0.556
O	1.134	9.933	21.787	-0.225	-0.154	0.122
O	14.389	6.595	21.645	0.03	-0.291	-0.368
O	12.32	15.465	21.879	-0.37	-0.146	-0.204
O	6.927	0.541	22.802	-0.027	-0.108	-0.257
O	1.406	12.557	22.427	0.11	0.036	-0.276
O	13.702	13.426	21.062	-0.021	-0.007	-0.2
O	15.78	14.1	23.119	0.32	-0.068	-0.082
O	1.548	14.353	24.524	-0.051	-0.126	-0.146
O	15.371	1.043	28.302	-0.006	-0.236	0.211
O	0.985	2.021	24.92	0.032	0.146	-0.217
O	16.27	5.087	27.664	0.032	0.041	-0.064
O	2.317	4.97	25.823	-0.055	-0.152	-0.063
O	12.589	10.691	25.857	-0.118	-0.171	0.024
O	0.615	16.171	26.267	-0.182	-0.144	0.059
O	3.905	14.36	25.888	0.344	-0.018	-0.423
O	1.634	13.904	27.15	-0.027	0.182	-0.049
O	3.077	0.589	25.807	0.116	0.101	-0.378
O	4.098	12.815	27.979	0.081	-0.047	0.114
O	4.647	15.937	23.893	-0.068	-0.02	-0.21
O	10.548	2.158	24.96	0.009	-0.135	-0.08
O	5.067	9.21	26.387	-0.223	0.2	0.087
O	7.23	5.121	25.076	-0.037	-0.033	-0.237
O	9.209	6.862	24.621	0.249	0.084	-0.138
O	5.492	10.921	24.396	-0.174	0.199	-0.34
O	5.598	0.01	26.28	0.097	-0.067	-0.05
O	10.052	13.051	26.516	0.128	0.131	-0.141
O	11.45	12.655	24.317	-0.09	0.036	-0.302
O	10.49	0.184	26.725	0.149	-0.195	0.115
O	15.148	2.86	23.412	-0.246	0.092	-0.305
O	16.222	6.46	23.468	0.349	0.081	0.191
O	13.902	5.573	24.163	0.201	-0.183	-0.002
O	11.274	16.044	24.253	-0.037	0.037	0.126
O	8.187	10.638	30.399	-0.041	0.063	-0.132
O	13.982	8.169	23.678	0.126	0.061	-0.244
O	9.331	12.735	29.103	-0.106	0.011	0.232
O	9.192	8.539	28.863	0.137	0.104	0.089
O	10.311	9.178	26.323	-0.065	-0.054	-0.259
O	15.454	11.519	21.849	-0.087	0.247	-0.27
O	3.59	15.508	30.749	-0.059	0.108	-0.183
O	16.24	4.338	25.251	-0.216	0.252	-0.189
O	0.753	6.963	26.068	0.027	-0.023	-0.26
O	7.395	0.38	28.308	0.055	-0.115	0.07
O	3.869	7.115	25.098	-0.193	-0.002	-0.43
O	2.972	9.996	24.233	0.225	-0.14	-0.275
O	1.969	5.082	31.524	-0.072	-0.116	0.031
O	4.661	4.829	24.249	0.118	-0.043	-0.019
O	7.482	9.542	25.647	0.05	0.075	-0.021
O	9.42	11.068	24.799	-0.179	0.079	-0.074
O	2.583	11.867	25.933	-0.188	-0.034	0.12
O	6.413	2.48	29.615	-0.13	0.011	-0.123
O	7.144	13.713	21.877	-0.068	0.074	-0.219
O	9.761	15.63	31.368	-0.278	-0.129	-0.059
O	6.553	12.36	29.333	0.08	0.184	-0.039
O	8.52	6.525	27.151	0.008	-0.082	-0.103
O	9.08	15.303	22.306	-0.033	-0.035	0.022
O	3.519	5.856	29.327	-0.093	0.091	-0.045
O	5.249	6.666	27.338	-0.059	-0.035	0.077
O	8.702	10.966	27.375	0.083	-0.261	-0.128
O	11.319	5.714	23.6	0.012	-0.047	-0.208
O	11.262	8.357	23.567	0.183	0.276	0.044
O	11.011	6.607	28.232	0.131	-0.262	0.251
O	8.911	6.096	29.784	-0.192	-0.107	0.196
O	9.613	4.486	25.934	0.019	0.031	0.099
O	15.623	14.049	25.785	0.171	-0.091	-0.091
O	13.705	15.19	24.224	-0.155	0.177	-0.189
O	14.116	3.443	27.643	-0.335	-0.101	-0.165
O	14.939	1.895	25.805	0.123	-0.212	-0.393
O	13.715	6.15	27.932	0.157	-0.045	-0.121
O	12.201	6.701	25.872	0.116	-0.065	-0.437
O	12.778	10.543	23.298	0.197	-0.108	-0.15
O	0.516	10.935	24.219	-0.214	0.044	-0.513
O	12.334	11.341	32.237	-0.074	0.334	0.067
O	11.24	11.083	27.996	0.017	0.161	-0.089
O	15.576	8.963	29.691	-0.116	-0.001	-0.127
O	14.031	12.524	24.5	0.074	-0.014	-0.15
O	1.301	0.324	29.756	-0.072	0.097	0.108
O	1.397	1.86	27.606	-0.131	0.2	0.122
O	1.16	14.83	31.544	-0.038	-0.046	0.101
O	6.284	14.347	27.735	0.15	0.018	-0.172
O	1.27	9.653	0.137	0.104	-0.046	0.092
O	16.325	6.513	30.758	-0.11	-0.317	0.084
O	2.214	0.687	32.358	0.029	-0.002	0.373
O	3.017	8.014	27.36	-0.168	0.221	0.217
O	15.582	11.045	31.374	0.017	0.004	0.062
O	0.883	7.722	28.517	-0.147	-0.334	0.034
O	1.218	9.568	26.336	-0.241	0.089	-0.351
O	1.661	10.776	32.412	-0.002	0.014	0.004
O	6.814	3.815	31.721	0.221	0.074	0.175
O	6.467	0.021	30.743	0.046	-0.122	-0.059
O	6.083	5.108	29.354	-0.086	0.048	0.102
O	8.808	1.437	30.41	-0.118	0.205	-0.036
O	6.118	8.342	32.184	0.2	0.14	0.407
O	4.121	6.603	31.755	-0.103	-0.041	0.476
O	4.341	3.996	30.936	0.087	0.078	0.008
O	8.873	8.191	31.432	0.168	-0.019	0.129
O	6.133	11.699	26.786	0.238	0.027	-0.228
O	4.801	8.99	22.723	-0.184	-0.309	-0.142
O	8.195	13.303	31.276	-0.005	0.289	-0.03
O	5.368	7.735	29.732	0.133	0.115	0.378
O	11.99	4.008	31.741	-0.214	0.065	0.096
O	8.324	5.763	32.437	-0.127	-0.004	0.292
O	0.072	2.628	29.965	0.1	0.26	-0.029
O	12.924	1.047	27.435	-0.032	-0.207	0.138
O	14.756	8.611	32.098	0.21	-0.018	0.269
O	13.274	6.29	32.301	-0.037	-0.102	0.17
O	14.672	4.599	29.806	0.119	0.17	0.365
O	15.918	4.129	32.003	-0.127	-0.08	0.205
O	10.657	9.982	30.597	0.179	0.193	0.144
O	10.759	13.386	32.117	0.182	0.214	0.257
O	12.574	8.65	27.594	-0.13	-0.003	0.125
O	13.293	10.002	30.313	0.097	-0.097	-0.027
Si	0.009	0.065	5.366	0.015	0.004	-0.038
Si	2.723	2.768	5.3	-0.009	0.033	-0.094
Si	0.012	5.456	5.374	-0.017	0.013	-0.066
Si	2.72	8.228	5.414	-0.023	0.034	-0.015
Si	16.396	10.973	5.422	0.028	-0.05	0.017
Si	2.699	13.743	5.34	0.035	-0.062	-0.065
Si	5.388	0.088	5.349	0.063	-0.034	-0.071
Si	8.175	2.756	5.422	0.009	-0.016	0.013
Si	5.444	5.492	5.387	-0.017	0.01	-0.015
Si	8.152	8.256	5.421	-0.026	-0.058	0.037
Si	5.44	10.987	5.425	-0.014	0.025	-0.013
Si	8.134	13.752	5.44	-0.016	-0.03	-0.007
Si	10.882	0.083	5.44	0.039	-0.025	0.028
Si	13.704	2.76	5.396	0.007	-0.016	-0.016
Si	10.971	5.49	5.461	0.071	0.078	-0.011
Si	13.675	8.214	5.411	0.031	0.034	-0.027
Si	10.868	11.008	5.479	-0.028	-0.03	0.014
Si	13.632	13.753	5.449	-0.015	0.016	0.034
Si	1.388	1.412	6.726	-0.014	-0.037	0.018
Si	4.071	4.113	6.727	0.015	0.016	0.006
Si	1.363	6.833	6.756	0.019	0.017	0.006
Si	4.089	9.595	6.78	-0.006	-0.012	-0.012
Si	1.38	12.352	6.752	-0.003	-0.05	-0.017
Si	4.062	15.094	6.731	-0.089	0.064	0.01
Si	6.794	1.385	6.755	0.055	-0.026	0.025
Si	9.566	4.116	6.782	-0.022	0.016	-0.007
Si	6.806	6.854	6.775	-0.032	0.098	-0.029
Si	9.528	9.595	6.812	0.04	-0.004	-0.022
Si	6.802	12.35	6.794	-0.04	0.032	0.035
Si	9.535	15.088	6.794	0.012	-0.013	-0.008
Si	12.31	1.414	6.773	-0.043	0.017	-0.014
Si	15.06	4.111	6.773	0.02	-0.012	0.007
Si	12.321	6.864	6.811	-0.05	0.018	-0.008
Si	15.035	9.587	6.777	-0.001	0.01	-0.002
Si	12.279	12.361	6.809	-0.005	-0.014	-0.019
Si	15.042	15.111	6.767	-0.079	0.03	0.002
Si	0.021	2.744	8.133	-0.016	0.032	-0.002
Si	2.72	0.04	8.123	0.02	-0.021	-0.004
Si	0.003	8.205	8.128	0.008	0.027	-0.002
Si	2.728	5.47	8.129	-0.014	0.001	-0.001
Si	16.402	13.711	8.118	0.001	-0.013	-0.006
Si	2.73	10.973	8.131	0.02	0.009	0.005
Si	5.442	2.759	8.116	0.002	0.002	-0.011
Si	8.163	0.034	8.144	-0.008	-0.032	0.004
Si	5.45	8.219	8.148	-0.003	-0.032	0.016
Si	8.191	5.487	8.133	0.056	0.036	0.004
Si	5.428	13.724	8.124	0.037	-0.063	-0.018
Si	8.169	10.971	8.164	0.012	-0.018	0.005
Si	10.934	2.754	8.148	0.015	-0.015	0
Si	13.666	0.042	8.148	0.031	-0.016	0.007
Si	10.922	8.221	8.153	0.015	0.022	0.008
Si	13.688	5.471	8.145	0.016	0.023	0
Si	10.907	13.718	8.162	0.042	0.012	0.012
Si	13.658	10.958	8.136	-0.039	-0.065	0.012
Si	1.378	4.103	9.512	0	0.005	-0.005
Si	4.099	1.384	9.496	0	-0.005	-0.006
Si	1.373	9.58	9.484	-0.01	-0.009	-0.01
Si	4.1	6.83	9.505	-0.003	0.038	-0.002
Si	1.37	15.063	9.497	-0.024	0.007	-0.003
Si	4.101	12.33	9.499	-0.031	0.017	0.001
Si	6.83	4.103	9.49	-0.029	0.013	-0.006
Si	9.562	1.377	9.501	0.003	0.013	0
Si	6.823	9.577	9.523	0.001	0.011	0.001
Si	9.565	6.837	9.512	-0.009	0.005	0.005
Si	6.815	15.055	9.504	0.008	0.014	0.005
Si	9.557	12.327	9.522	0	-0.016	0.005
Si	12.312	4.106	9.51	-0.023	0.023	0.005
Si	15.05	1.387	9.511	-0.02	-0.006	-0.001
Si	12.299	9.583	9.507	-0.016	0.017	0.007
Si	15.052	6.833	9.506	-0.018	0.006	0
Si	12.299	15.068	9.515	-0.02	-0.016	0.005
Si	15.039	12.328	9.485	-0.01	-0.002	-0.011

Results
total energy: -115454.873 eV
total energy less fixed offsets of O -438.35, Si -107.03 eV per atom: 11.467 eV
